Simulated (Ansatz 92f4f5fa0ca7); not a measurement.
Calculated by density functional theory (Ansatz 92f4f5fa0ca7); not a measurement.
Periodic cell of 288 atoms, Si144O112H32, with a vacuum gap, from a study of silicon, its oxide and their interface. The atomic structure is a simulated model.

Settings: functional r2SCAN; potential files Ansatz PAW; basis plane waves; wave-function cutoff 800 eV; density cutoff ratio 5; exchange-correlation grid ratio 1; k mesh 1 x 1 x 1, shifted by 0.5 0.5 0 of a step; self-consistency stop 1e-11 eV per atom in the density residual; occupations fixed; spin none; net charge 0; applied field sawtooth along c, amplitude -0.015 V/angstrom in the program's sign convention, ramp centred at 0.9897 of c and 0.0206 of c wide, no dipole correction.

Cell vectors (angstrom)
a, 10.88, 0, 0
b, 0, 10.88, 0
c, 0, 0, 48.643

Atoms: element, x, y, z (angstrom)
Si, 1.1019, 2.9806, 35.0795
Si, 3.9052, 5.6783, 34.9356
Si, 0.4325, 8.9721, 34.9231
Si, 3.3435, 0.8119, 35.0056
Si, -4.8232, 3.3985, 35.0242
Si, -2.2278, 6.3013, 34.9873
Si, 6.4093, 8.471, 35.0594
Si, -1.6226, 0.4551, 35.0424
Si, 2.2375, 4.6393, 36.2634
Si, 4.9214, 7.2598, 36.3589
Si, 2.1601, -0.8536, 36.1837
Si, 4.867, 1.9236, 36.3785
Si, -3.2543, 4.6179, 36.274
Si, -0.6175, 7.3957, 36.2923
Si, 7.6056, 10.1224, 36.2408
Si, -0.4601, 1.8948, 36.4301
Si, 0.8142, 6.0098, 37.5702
Si, 3.5136, 8.6835, 37.584
Si, 0.8864, 0.4821, 37.7024
Si, 3.5357, 3.2996, 37.7244
Si, 6.2821, 5.9295, 37.721
Si, 8.9416, 8.7557, 37.6743
Si, 6.2556, 11.4286, 37.646
Si, -1.8827, 3.2912, 37.6493
Si, -0.5223, 4.656, 38.9796
Si, 2.1588, 7.3523, 38.9671
Si, -0.5344, 10.0596, 39.0322
Si, 2.198, 1.8909, 39.0387
Si, 4.908, 4.617, 39.0779
Si, 7.6193, 7.3533, 39.0225
Si, 4.8823, 10.0472, 38.962
Si, 7.6199, 1.9207, 38.9914
Si, 1.3574, -1.3414, 9.687
Si, 4.0854, 1.3309, 9.6787
Si, 1.3574, 4.0366, 9.5574
Si, 4.0981, -4.0478, 9.5428
Si, 6.8187, -1.3413, 9.6273
Si, -1.3808, 1.3725, 9.6415
Si, 6.8133, 4.076, 9.6845
Si, -1.3485, 6.8093, 9.6546
Si, 2.7115, 0.0055, 11.0808
Si, 5.4663, 2.6729, 11.0294
Si, 2.7705, 5.4, 10.799
Si, 5.4082, -2.6789, 10.924
Si, -2.724, 0.0148, 11.0219
Si, -0.0005, 2.7266, 10.9639
Si, 8.1863, 5.4546, 11.026
Si, -0.0256, -2.6905, 11.0295
Si, 1.3244, 1.3942, 12.3995
Si, 4.0763, 4.0843, 12.2494
Si, 1.4177, -4.1566, 12.1299
Si, 4.0948, -1.3669, 12.4087
Si, -4.0909, 1.3318, 12.4561
Si, -1.3227, 4.0832, 12.3708
Si, 6.7762, -4.015, 12.265
Si, -1.3634, -1.3083, 12.4401
Si, -0.2224, 0.2808, 13.7985
Si, 2.4802, 3.0375, 13.6056
Si, 0.3232, -5.6127, 13.5656
Si, 2.9887, -3.1318, 13.4752
Si, 5.5981, -0.2179, 13.8352
Si, -2.45, 2.4974, 13.6846
Si, 5.2745, 5.6194, 13.5351
Si, -3.0631, -2.4222, 13.6255
Si, 5.1517, -3.5791, 17.6493
Si, -1.5373, -2.2784, 22.2445
Si, 1.1778, -0.7659, 21.5343
Si, 0.8, 3.8223, 32.207
Si, 2.9832, 5.8612, 31.9924
Si, 2.5581, 2.4836, 18.2966
Si, 3.2549, -4.9852, 21.0734
Si, 5.0104, 5.033, 29.7883
Si, 0.2325, 0.6521, 18.997
Si, 1.0495, 2.0474, 29.8763
Si, 4.2804, 1.7487, 15.9112
Si, 6.7537, -0.5477, 21.6809
Si, 6.5735, -0.6576, 31.1473
Si, 5.7181, 8.8641, 26.5667
Si, -0.1491, 8.053, 24.7733
Si, -1.8758, 2.0147, 23.7045
Si, 8.061, -4.3689, 20.6326
Si, 2.8772, 0.9689, 23.401
Si, 0.3312, 9.8944, 29.7293
Si, 2.0269, 1.5705, 26.1895
Si, 0.4298, -1.1429, 16.564
Si, 5.5058, 0.0462, 24.3548
Si, -2.1347, 8.2513, 30.5054
Si, 5.3703, -2.8011, 20.4377
Si, 3.7478, 2.5284, 28.5423
Si, -1.4575, 5.8096, 32.0131
Si, 2.98, 3.0135, 21.3608
Si, 7.8259, -4.9929, 17.6871
Si, -1.1609, -3.7697, 15.6953
Si, -2.3962, 4.0549, 21.9776
Si, 6.6041, 3.8703, 15.8224
Si, -3.2502, 1.7854, 32.7937
Si, 2.671, -2.8701, 16.4015
Si, 2.9055, -5.339, 18.0754
Si, 0.1738, 3.4369, 27.3502
Si, 1.2683, 9.479, 26.8044
Si, 3.3469, 7.5168, 25.4462
Si, 0.3618, 3.7063, 22.9858
Si, 6.0015, 0.3309, 28.3006
Si, 7.1433, 1.7147, 26.0232
Si, -2.2759, 1.4142, 20.8241
Si, 1.6874, 8.4451, 32.1869
Si, 1.2001, 5.4832, 25.4589
Si, 7.5731, 3.8683, 30.6089
Si, 7.1478, 6.8139, 28.2359
Si, -2.7996, 4.0915, 27.5078
Si, 2.3498, -3.0006, 22.8356
Si, 4.4296, 9.7892, 32.9303
Si, 0.8119, 3.2664, 40.3415
Si, 3.5203, 6.007, 40.3522
Si, 0.8208, 8.6926, 40.371
Si, 3.5655, 11.4112, 40.3677
Si, 6.275, 3.2514, 40.3973
Si, -1.8807, 6.0001, 40.3638
Si, 6.2372, 8.7069, 40.3446
Si, -1.8976, 0.5639, 40.3466
Si, 2.1741, 4.6227, 41.6922
Si, 4.8865, 7.3563, 41.707
Si, 2.188, 10.0618, 41.7183
Si, 4.9132, 1.885, 41.7365
Si, -3.2445, 4.635, 41.7274
Si, -0.5292, 7.3427, 41.7359
Si, -3.2615, -0.8097, 41.6815
Si, -0.552, 1.9237, 41.7053
Si, 1.369, 1.3326, 6.9338
Si, 4.0927, 4.075, 6.9439
Si, 1.3571, 6.8136, 6.9113
Si, 4.0827, -1.3525, 6.9188
Si, 6.7955, 1.3752, 6.927
Si, -1.3663, 4.0914, 6.9203
Si, 6.8326, -4.0944, 6.9339
Si, -1.3451, -1.3553, 6.9509
Si, 0.0026, 0.0057, 8.3146
Si, 2.7452, 2.6748, 8.2717
Si, -0.0014, 5.4532, 8.2669
Si, 2.6946, -2.688, 8.2656
Si, 5.4429, 0.0038, 8.2822
Si, 8.1536, 2.7376, 8.2854
Si, 5.4779, 5.4296, 8.2814
Si, 8.1719, -2.7229, 8.292
O, -0.404, -2.4921, 16.2971
O, 1.2027, -0.0841, 20.0729
O, 1.3993, 4.1601, 14.1381
O, 0.4302, -0.2555, 15.2016
O, 6.7383, -1.3369, 14.2521
O, -0.2079, 4.9025, 31.5708
O, 7.0769, 3.2304, 26.5768
O, 7.8364, 3.2047, 15.0235
O, 5.0137, 9.9086, 31.429
O, 1.9282, 6.994, 31.528
O, 6.0483, 9.6299, 25.1716
O, 1.9992, 0.005, 26.5366
O, -0.3378, 2.4965, 23.821
O, 7.5301, 7.405, 34.5121
O, 2.1652, -4.2577, 17.1097
O, -0.206, -4.7007, 14.8003
O, -2.4424, -3.2575, 14.8673
O, 4.883, 0.4018, 15.1965
O, 4.4577, -3.9102, 21.1626
O, -0.597, -0.7008, 34.5223
O, 4.9881, 4.5252, 34.5203
O, 5.547, 9.0045, 33.7895
O, 4.8686, -2.6192, 18.9225
O, 5.5127, 2.7494, 16.1716
O, -2.4598, 1.3843, 25.0646
O, -1.6028, 5.7117, 33.6114
O, -1.1012, 1.1271, 19.7674
O, 2.2084, 1.8948, 34.5355
O, 0.9377, 9.2699, 28.3674
O, 0.5528, 2.0931, 26.5567
O, 3.9336, -0.097, 24.0072
O, 3.4666, 6.28, 33.4842
O, 3.6484, 1.9055, 22.3264
O, 3.196, 2.4003, 14.9139
O, -1.1972, 9.417, 29.9081
O, -2.8417, 3.6803, 29.0736
O, 7.1761, 4.495, 17.1927
O, 3.0512, 9.006, 32.8201
O, -1.5568, -3.5503, 21.2293
O, 5.1565, 9.9982, 27.6041
O, 2.3014, 4.4031, 32.0722
O, 7.9314, -1.5465, 22.1053
O, 3.5812, 7.9677, 23.8915
O, 1.9276, -1.5792, 17.0455
O, 3.7772, 4.4192, 21.4644
O, 3.5146, 1.5665, 17.3394
O, 7.3071, 0.4749, 20.5424
O, 2.6503, 2.012, 29.6208
O, 2.5357, -5.0373, 19.6251
O, -2.5609, -5.0951, 19.2199
O, -2.6216, 2.9955, 20.7612
O, 4.2982, -2.8363, 16.4854
O, -2.7686, 5.2303, 31.2771
O, -2.7786, 2.6303, 31.4995
O, -1.4418, 8.167, 23.8147
O, -0.0637, 9.2392, 25.8838
O, 0.7371, 2.4296, 31.4068
O, 5.9317, 5.0277, 14.9086
O, 0.3907, 3.5803, 33.7439
O, -1.8584, 1.0725, 22.3732
O, 1.5959, 0.2771, 22.7009
O, 5.9685, 4.0017, 30.5977
O, 5.4505, -1.3726, 21.176
O, -2.6629, 7.2872, 29.3354
O, 6.8614, -3.3606, 20.3822
O, 5.7624, 1.3833, 25.2399
O, 8.0635, 3.3092, 23.3569
O, 2.3159, -1.9305, 21.6149
O, 7.5095, 8.919, 31.3061
O, 2.3335, 8.3868, 26.3333
O, -0.2219, -0.3279, 17.7944
O, 4.1194, 0.3261, 33.6485
O, 4.1099, -4.2114, 13.9832
O, 2.3492, 1.8532, 24.6391
O, 6.6131, 2.6759, 33.672
O, 6.319, 0.269, 22.992
O, -0.8151, 4.4338, 22.1254
O, 1.1001, 4.6434, 26.8273
O, 1.4524, 3.223, 21.8864
O, 0.7348, 8.2741, 33.4817
O, 6.937, 8.1199, 27.3065
O, 4.1457, 5.8264, 30.8872
O, 1.0782, 8.2051, 23.7464
O, -1.3318, 3.7821, 26.9654
O, 0.3921, 3.1912, 28.9291
O, -1.3604, 1.39, 14.2127
O, 2.7163, 6.0398, 25.4162
O, 0.3837, 0.6164, 29.581
O, 2.2155, -2.7583, 14.858
O, 5.0554, 1.5889, 28.6403
O, 0.0314, 6.6193, 25.5
O, -1.2737, 7.34, 31.5299
O, 5.8326, 6.1655, 28.9541
O, 6.731, -3.8039, 17.4213
O, 7.2174, 0.7374, 27.3087
O, 4.1209, 4.087, 28.8099
O, -0.3136, -1.3305, 21.7875
O, -1.7074, -4.6908, 16.8796
O, 7.634, 5.3811, 21.7089
O, 6.9548, 0.4352, 32.2609
O, 6.7336, -0.1318, 29.6474
O, 4.5038, -5.0608, 17.8987
O, 1.0174, 4.636, 24.1086
O, 2.5386, 4.0103, 17.7174
O, 2.1949, -4.4691, 22.1772
O, 1.0538, 1.882, 18.3312
O, -2.0168, 1.3441, 33.7292
O, 3.0748, 2.5061, 19.8309
O, 1.1581, 9.4432, 31.0418
O, 3.1274, 2.367, 27.0615
O, -3.1084, 5.6533, 27.3111
O, 4.7375, 7.6303, 26.2285
H, 2.9999, 3.8049, 42.6246
H, 1.3476, 5.4398, 42.6246
H, 4.0661, 8.1795, 42.6394
H, 5.7106, 6.5368, 42.6394
H, 3.0091, 9.2393, 42.6507
H, 1.3664, 10.8838, 42.6507
H, 4.0949, 2.7103, 42.6689
H, 5.7409, 1.0692, 42.6689
H, -4.0723, 5.4508, 42.6598
H, -2.4261, 3.8098, 42.6598
H, -1.3536, 8.1619, 42.6683
H, 0.2829, 6.5113, 42.6683
H, -4.0805, 0.0149, 42.614
H, -2.4409, -1.6327, 42.614
H, 0.2694, 1.1015, 42.6378
H, -1.3715, 2.7478, 42.6378
H, 0.5569, 2.164, 6.0014
H, 2.1956, 0.5155, 6.0014
H, 4.9131, 3.2517, 6.0114
H, 3.2716, 4.8975, 6.0114
H, 0.5357, 7.6358, 5.9789
H, 2.1787, 5.9916, 5.9789
H, 3.257, -0.5347, 5.9864
H, 4.901, -2.1778, 5.9864
H, 7.6232, 0.5594, 5.9946
H, 5.9714, 2.1947, 5.9946
H, -2.1869, 4.9144, 5.9878
H, -0.542, 3.2722, 5.9878
H, 7.6516, -4.919, 6.0015
H, 6.0049, -3.2786, 6.0015
H, -0.5257, -2.1794, 6.0185
H, -2.1635, -0.5302, 6.0185

Results
free energy: -156495.673 eV
free energy less fixed offsets of H -15.71, O -570.45, Si -639.56 eV per atom: -5.913 eV

Forces (eV/angstrom), in the order of the atoms: element, x, y, z
Si, -0.0069, 0.0053, -0.0133
Si, -0.0013, 0.002, -0.0229
Si, -0.0039, -0.0049, -0.0176
Si, 0.0051, 0.0046, -0.0122
Si, 0.0037, -0.0049, -0.0175
Si, 0.0057, -0.0062, -0.0136
Si, -0.0059, -0.0003, -0.0144
Si, 0.0022, 0.0097, -0.0196
Si, 0.0062, -0.0074, -0.0157
Si, 0.0113, -0.0029, -0.0179
Si, -0.0073, 0.0067, -0.0126
Si, -0.0071, 0.0063, -0.0147
Si, -0.0067, 0.0047, -0.0166
Si, -0.0058, 0.0045, -0.0106
Si, 0.0017, -0.0063, -0.0128
Si, 0.0019, -0.0026, -0.0134
Si, -0.0011, 0.0027, 0.0068
Si, -0.0065, -0.0001, 0.0064
Si, -0.0128, 0.0018, 0.0071
Si, 0.0009, 0.0025, 0.0073
Si, 0.0073, -0.0058, 0.0065
Si, 0.0001, 0.0023, 0.0011
Si, 0.0023, -0.0001, 0.015
Si, -0.0003, 0.0011, 0.0125
Si, 0.0048, 0.0002, 0.0206
Si, -0.0101, -0.006, 0.0244
Si, -0.0012, -0.0081, 0.0125
Si, 0.0144, 0.0074, 0.0152
Si, 0.0096, 0.0028, 0.0081
Si, -0.0007, -0.0078, 0.0126
Si, -0.0002, -0.0036, 0.0242
Si, 0.0066, 0.0142, 0.0171
Si, 0.0095, -0.0004, -0.0259
Si, -0.001, -0.0036, -0.0219
Si, 0.0051, 0.0028, -0.0079
Si, -0.0054, -0.0033, -0.0072
Si, 0.0043, 0.001, -0.0129
Si, -0.0016, 0.0121, -0.0138
Si, 0.0071, 0.0071, -0.0222
Si, 0.0004, -0.0012, -0.0198
Si, 0.0017, 0.0088, -0.0099
Si, -0.0057, 0.002, -0.0126
Si, -0.0029, 0.0002, -0.0044
Si, 0.0008, -0.0042, -0.0072
Si, -0.0007, 0.0031, -0.0058
Si, 0.0012, 0.0084, -0.0028
Si, 0.0026, 0.0063, -0.014
Si, -0.0001, -0.0026, -0.0144
Si, -0.0049, 0.0081, 0.0158
Si, -0.0092, 0.0116, 0.0118
Si, 0.0069, -0.0046, 0.0133
Si, 0.0031, -0.0065, 0.0123
Si, 0.002, -0.0078, 0.0167
Si, 0.009, -0.0004, 0.017
Si, -0.009, 0.0036, 0.0145
Si, -0.0115, 0.0006, 0.0119
Si, -0.0066, 0.0103, -0.0233
Si, 0.0046, 0.0021, -0.0172
Si, -0.002, -0.0013, -0.0279
Si, -0.0029, 0.002, -0.0282
Si, -0.003, -0.0073, -0.0274
Si, 0.0007, -0.0024, -0.0213
Si, 0.0006, 0.0011, -0.0189
Si, 0.0086, 0.0001, -0.0161
Si, -0.0042, -0.0009, -0.0365
Si, -0.0036, -0.0002, -0.0322
Si, -0.0029, 0.0029, -0.038
Si, -0.0046, -0.0043, -0.0438
Si, -0.0035, -0.0054, -0.0443
Si, 0.0071, 0.0029, -0.0443
Si, 0.0018, -0.001, -0.0401
Si, 0.0037, -0.0024, -0.0459
Si, -0.0002, 0.0013, -0.0455
Si, -0.0006, 0.0032, -0.048
Si, 0.0043, 0.0042, -0.0417
Si, -0.0038, -0.0047, -0.0334
Si, 0.0093, -0.0057, -0.0499
Si, -0.0032, -0.0019, -0.0481
Si, 0.0003, -0.0058, -0.0473
Si, 0.0041, 0.0049, -0.04
Si, -0.0064, -0.0055, -0.0394
Si, -0.0046, -0.005, -0.0372
Si, 0.003, 0.0381, -0.0544
Si, 0.0028, -0.0098, -0.0498
Si, 0.0006, -0.0056, -0.0401
Si, -0.0054, -0.0002, -0.0387
Si, 0.003, -0.005, -0.0406
Si, 0.0017, -0.0035, -0.0382
Si, -0.0026, -0.0099, -0.0417
Si, -0.0078, 0.0004, -0.0692
Si, 0.0047, 0.0037, -0.043
Si, 0.0004, -0.0056, -0.0413
Si, 0.0033, -0.0024, -0.0336
Si, -0.0085, 0.0018, -0.0283
Si, 0.0016, -0.0025, -0.0408
Si, 0.003, -0.0014, -0.0451
Si, -0.0062, 0.0071, -0.0378
Si, -0.0011, 0.0069, -0.0385
Si, 0.0052, 0.0045, -0.0434
Si, 0.0072, -0.0066, -0.0436
Si, -0.0082, -0.0078, -0.0424
Si, -0.0056, -0.0038, -0.0435
Si, -0.0016, -0.0047, -0.0461
Si, -0.0012, -0.0084, -0.0458
Si, 0.0052, -0.0057, -0.0347
Si, -0.0066, 0.0093, -0.0501
Si, -0.0002, 0.0063, -0.0408
Si, 0.0266, 0.0006, -0.0502
Si, -0.0012, 0.0096, -0.0423
Si, 0.0074, -0.0006, -0.0453
Si, -0.0061, -0.0058, -0.0405
Si, -0.0015, -0.0024, -0.0404
Si, -0.0055, 0.0094, 0.1783
Si, 0.0153, -0.0154, 0.1737
Si, 0.0091, 0.0082, 0.1892
Si, -0.0174, -0.0041, 0.1964
Si, -0.0001, 0.0005, 0.1858
Si, -0.0082, 0.0001, 0.1894
Si, 0.0202, -0.0051, 0.178
Si, 0.0051, -0.0098, 0.1768
Si, -0.0099, 0.0407, 0.3351
Si, -0.0537, 0.0265, 0.3587
Si, -0.0075, -0.0174, 0.2714
Si, 0.0983, -0.0177, 0.3767
Si, 0.0174, -0.0318, 0.2755
Si, 0.0053, -0.0259, 0.3602
Si, -0.0511, 0.0196, 0.2922
Si, 0.0031, 0.0019, 0.3422
Si, 0.0345, 0.014, -0.3759
Si, 0.0564, -0.0743, -0.3426
Si, -0.0547, 0.0347, -0.3548
Si, -0.0207, 0.0389, -0.3276
Si, -0.034, 0.0341, -0.2915
Si, 0.0016, 0.0057, -0.316
Si, -0.0113, 0.0124, -0.4016
Si, -0.0031, -0.0337, -0.3104
Si, -0.0175, 0.017, -0.186
Si, 0.0006, 0.009, -0.1736
Si, 0.0114, -0.0092, -0.1809
Si, 0.002, 0.0023, -0.1867
Si, 0.004, 0.0004, -0.1885
Si, 0.017, -0.0114, -0.1874
Si, -0.0076, 0.0025, -0.1791
Si, -0.0024, 0.0153, -0.1731
O, 0.0025, 0.0052, 0.0131
O, 0.0024, -0.0085, 0.0272
O, 0.0002, 0.0031, 0.0083
O, 0.0063, -0.0132, 0.0243
O, -0.004, 0.0017, 0.0074
O, 0.0056, -0.0041, 0.0135
O, -0.0002, 0.0129, 0.026
O, -0.01, 0.0056, 0.0175
O, -0.0133, -0.0005, 0.0271
O, -0.0031, -0.0012, 0.0116
O, -0.0026, -0.0089, 0.0243
O, -0.0012, -0.0115, 0.0143
O, -0.0023, 0.0018, 0.0131
O, -0.0041, 0.0064, 0.0075
O, 0.0031, -0.0092, 0.0113
O, -0.0024, 0.0055, 0.0174
O, 0.0009, -0.006, 0.0153
O, -0.0029, 0.0079, 0.0093
O, -0.0121, -0.0013, 0.0116
O, 0.0009, -0.0046, 0.0133
O, -0.0016, 0.0022, 0.0103
O, 0.0083, -0.0103, 0.0308
O, 0.0083, 0.0088, 0.028
O, -0.001, -0.0031, 0.0148
O, -0.0101, 0.0023, 0.0288
O, -0.0097, 0.0008, 0.0272
O, -0.0114, -0.0031, 0.0221
O, 0.0028, 0.0006, 0.0179
O, -0.008, 0.0037, 0.0406
O, -0.0062, 0.0008, 0.0266
O, 0.0038, -0.0031, 0.0197
O, 0.0006, -0.0017, 0.034
O, -0.002, -0.0143, 0.0252
O, 0.0045, -0.0085, 0.0212
O, -0.0016, -0.0043, 0.0148
O, -0.0055, 0.0018, 0.0364
O, 0.002, 0.0093, 0.0217
O, 0.0043, 0.004, 0.0126
O, 0.0065, 0.01, 0.0152
O, -0.0013, 0.0018, 0.0277
O, -0.0031, 0.0016, 0.0143
O, 0.0016, 0.0023, 0.0097
O, 0.0002, 0.0029, 0.0245
O, -0.0012, -0.0005, 0.0088
O, -0.0025, -0.0032, 0.0069
O, -0.0153, 0.0091, 0.0288
O, -0.0013, -0.006, 0.0143
O, -0.0102, -0.0081, 0.0197
O, -0.0006, -0.0019, 0.0313
O, -0.002, 0.0043, 0.0315
O, 0.0041, 0.0007, 0.0163
O, 0.0065, -0.0017, 0.0276
O, 0.0096, 0.0035, 0.0206
O, -0.0048, -0.0141, 0.0285
O, 0.0018, -0.0077, 0.0228
O, 0.0096, 0.007, 0.023
O, -0.0082, 0.0103, 0.0258
O, 0.0052, -0.0084, 0.021
O, 0.006, -0.0047, 0.0345
O, 0.001, 0.0002, 0.0256
O, 0.0058, 0.0093, 0.0257
O, 0.0214, -0.0045, 0.0201
O, 0.0018, 0.0115, 0.0153
O, 0.0074, 0.0091, 0.0216
O, 0.0003, 0.0058, 0.0127
O, 0.0103, 0.0029, 0.0242
O, -0.0045, -0.011, 0.0239
O, 0.0003, -0.002, 0.0175
O, -0.0042, 0.0017, 0.0125
O, -0.0029, 0.0041, 0.0171
O, 0.0031, 0.0131, 0.0275
O, -0.0072, 0.0121, 0.0257
O, -0.0053, 0.0048, 0.0089
O, 0.0015, -0.0049, 0.0308
O, -0.0128, 0.0117, 0.0279
O, -0.0083, 0.0049, 0.0328
O, 0.005, -0.0056, 0.0111
O, -0.0089, -0.0171, 0.0193
O, -0.0104, 0.0033, 0.0136
O, -0.008, 0.0066, 0.035
O, 0.007, -0.0103, 0.0243
O, -0.0152, -0.0006, 0.0285
O, -0.0047, 0.0002, 0.0255
O, -0.007, 0.0026, 0.0114
O, 0.0034, -0.0071, 0.0281
O, 0.001, -0.0047, 0.0039
O, 0.0025, 0.0027, 0.0176
O, -0.0034, 0.0162, 0.0182
O, 0.0039, -0.0007, 0.0294
O, -0.0025, 0.0017, 0.0181
O, 0.001, -0.0032, 0.0096
O, 0.0118, -0.0102, 0.0211
O, -0.0091, -0.01, 0.0177
O, -0.007, 0.0066, 0.0173
O, -0.0088, -0.0086, 0.0245
O, 0.0059, 0.0074, 0.0177
O, -0.0036, -0.007, 0.0078
O, -0.0091, -0.0046, 0.026
O, 0.003, -0.0076, 0.0122
O, 0.01, 0.0091, 0.018
O, 0.0046, -0.0086, 0.0361
O, -0.0048, 0.0021, 0.0145
O, 0.0011, 0.0085, 0.0308
O, -0.0043, -0.003, 0.0214
O, -0.0055, 0.0072, 0.0135
O, -0.0022, 0.0005, 0.0118
O, 0.0106, -0.0042, 0.0301
O, -0.0005, 0.0061, 0.0343
O, 0.0152, -0.0158, 0.0329
O, 0.0106, 0.0069, 0.0256
O, 0.0035, 0.0039, 0.0217
O, 0.0038, -0.0002, 0.0152
H, -0.2582, 0.2769, -0.2888
H, 0.3041, -0.3367, -0.2554
H, 0.3483, -0.3256, -0.2451
H, -0.2887, 0.2497, -0.2874
H, -0.3428, 0.3273, -0.2446
H, 0.263, -0.2579, -0.2774
H, 0.2382, -0.2863, -0.2722
H, -0.3569, 0.3243, -0.2181
H, 0.2903, -0.2491, -0.2772
H, -0.3046, 0.3688, -0.2391
H, 0.2916, -0.2688, -0.2542
H, -0.311, 0.3211, -0.2432
H, 0.3382, -0.3328, -0.2595
H, -0.2851, 0.2636, -0.296
H, -0.2502, 0.2735, -0.2771
H, 0.3292, -0.3389, -0.2642
H, 0.2552, -0.2488, 0.2884
H, -0.4141, 0.2625, 0.2545
H, -0.3276, 0.3527, 0.2388
H, 0.2583, -0.2708, 0.3068
H, 0.3045, -0.3532, 0.2364
H, -0.2452, 0.2894, 0.2831
H, 0.3914, -0.2902, 0.2393
H, -0.2724, 0.2283, 0.2927
H, -0.2764, 0.2591, 0.2818
H, 0.3396, -0.3281, 0.2513
H, 0.3372, -0.3856, 0.2453
H, -0.2455, 0.2488, 0.2908
H, -0.3101, 0.41, 0.255
H, 0.2396, -0.2664, 0.2842
H, -0.3098, 0.3378, 0.2716
H, 0.2752, -0.2681, 0.2876

The program warned: the cutoff lies below the one the program advises for these potential files; the forces do not sum to zero within the program's tolerance; empty levels may hold ghost states of the PAW files; the exchange-correlation potential is rough where the density is thin.
